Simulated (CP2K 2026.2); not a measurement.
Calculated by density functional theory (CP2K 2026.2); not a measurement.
Periodic cell of 504 atoms, Si360O144, from a study of silicon, its oxide and their interface. The atomic structure is a simulated model.
Doubt: the forces sum to 0.81 eV/angstrom along one axis rather than to zero, so they err by at least 0.0016 eV/angstrom per atom on average; the grid cutoff is modest.

Settings
functional: PBE
method: Gaussian and plane waves
basis set: DZVP-MOLOPT-SR-GTH
pseudopotentials: GTH-PBE
grid cutoff: 300 Ry, relative cutoff 40 Ry
k points: Gamma only
occupations: fixed
spin: none
net charge: 0

Cell vectors (angstrom)
a 16.32 0 0
b 0 16.32 0
c 8.0863 7.608 33.2392

Atoms and the computed forces on them: element, x, y, z (angstrom), force x, y, z (eV/angstrom)
Si 1.678 -1.683 0.053 -0.284 0.17 0.721
Si 4.005 1.06 0.373 -0.105 0.321 0.697
Si 1.399 4.246 0.289 0.192 -0.289 0.588
Si 4.311 6.656 0.021 -0.17 0.161 0.769
Si 1.074 -6.482 0.103 -0.019 -0.126 0.764
Si 3.902 -3.903 0.076 0.169 -0.168 0.702
Si 6.356 -1.039 0.057 0.334 -0.248 0.71
Si 9.765 1.046 -0.009 -0.204 0.193 0.72
Si 6.411 4.328 -0.046 0.152 -0.146 0.75
Si 9.266 7.104 0.004 0.081 -0.278 0.799
Si 7.065 9.359 -0.004 -0.16 0.118 0.733
Si -6.966 -3.885 0.064 0.344 -0.261 0.733
Si -4.266 -1.087 0.149 0.12 -0.002 0.805
Si -1.463 1.834 -0.014 0.131 -0.401 0.656
Si -3.778 3.984 0.205 -0.276 -0.033 0.629
Si -1.041 6.335 0.238 -0.3 0.467 0.662
Si -4.05 -6.97 -0.168 0.069 0.108 0.774
Si -1.217 -4.343 -0.074 -0.131 0.245 0.72
Si 2.62 -0.209 1.649 -0.056 -0.043 -0.044
Si 5.287 2.788 1.356 0.045 -0.032 -0.05
Si 2.84 5.553 1.501 0.051 0.058 -0.053
Si 5.472 8.217 1.313 0.038 0.009 -0.061
Si 2.675 -5.397 1.407 0.003 0.006 -0.038
Si 5.426 -2.728 1.41 0.036 -0.022 -0.057
Si 8.095 0.01 1.28 -0.024 -0.029 -0.065
Si -5.438 2.707 1.285 0.01 0.015 -0.073
Si 8.101 5.433 1.218 0.003 -0.007 -0.047
Si -5.392 8.108 1.336 -0.012 -0.02 -0.096
Si 8.228 10.859 1.375 0.011 0.018 -0.013
Si -5.441 -2.687 1.383 -0.013 0.009 -0.022
Si -2.638 0.144 1.276 0.045 0.031 -0.048
Si 0.134 2.669 1.473 0.018 0.031 -0.033
Si -2.658 5.404 1.613 0.038 0.019 0.006
Si -0.03 8.166 1.34 -0.037 -0.033 -0.024
Si -2.81 -5.474 1.231 -0.009 -0.06 -0.071
Si -0.033 -2.763 1.261 0.002 0 -0.064
Si 1.32 1.262 2.87 0.033 0.036 0.077
Si 4.079 4.108 2.843 -0.022 0.004 0.027
Si 1.384 6.891 2.758 -0.004 0.023 0.036
Si 4.075 9.535 2.692 -0.003 -0.013 -0.026
Si 1.311 -4.051 2.755 -0.019 0.02 0.018
Si 4.094 -1.475 2.897 0.033 -0.036 0.031
Si 6.767 1.425 2.65 -0.005 -0.025 0.033
Si 9.488 4.083 2.608 -0.023 -0.008 -0.021
Si 6.803 6.801 2.679 0.01 -0.003 0.025
Si 9.609 9.517 2.716 0.023 -0.001 0.028
Si 6.826 12.226 2.705 -0.019 -0.02 0.028
Si -6.871 -1.349 2.696 0.02 0.063 0.04
Si -4.048 1.412 2.705 0.032 -0.004 0.019
Si -1.242 4.033 2.864 0.014 -0.038 0.055
Si -4.096 6.797 2.786 -0.013 -0.008 0.025
Si -1.453 -6.82 2.67 0.012 0.016 0.011
Si -4.082 -4.092 2.67 0.018 -0.009 0.019
Si -1.346 -1.328 2.619 -0.038 0.005 -0.009
Si -0.069 -0.061 4.157 -0.008 -0.035 -0.01
Si 2.706 2.701 4.141 -0.004 0.023 -0.031
Si 0.07 5.479 4.139 -0.022 0.011 -0.01
Si 2.743 8.21 4.114 0.007 -0.021 0.001
Si -0.059 -5.457 4.051 0.013 -0.005 -0.046
Si 2.681 -2.783 4.192 -0.038 0.017 0.005
Si 5.464 0.021 4.085 0.007 0.024 -0.046
Si 8.151 2.743 4.031 -0.036 0.013 -0.025
Si 5.477 5.47 4.125 0.001 0.028 -0.028
Si 8.188 8.153 4.04 0.002 -0.032 -0.028
Si 5.441 10.88 4.06 0.023 0.015 -0.003
Si 8.15 -2.722 4.086 0.008 0.003 -0.002
Si -5.447 0.015 4.022 0.009 -0.02 -0.019
Si -2.708 2.715 4.137 -0.002 -0.019 -0.009
Si -5.487 5.409 4.052 0.008 -0.031 0.015
Si -2.748 8.176 4.113 0.05 0.012 0
Si -5.408 -5.425 4.088 -0.026 -0.002 0
Si -2.715 -2.7 4 0.022 -0.001 -0.018
Si 1.392 -1.33 16.318 0.01 0.009 0.004
Si 4.089 1.389 16.343 -0.01 0.008 0.002
Si 1.365 4.063 16.332 0.006 0 0
Si 4.069 6.779 16.307 -0.011 0.005 -0.005
Si 1.369 -6.835 16.276 0.013 -0.013 -0.01
Si 4.079 -4.054 16.286 -0.011 0.005 0.002
Si 6.817 -1.331 16.299 0.004 0.016 -0.003
Si -6.827 1.369 16.341 -0.002 -0.015 -0.004
Si 6.816 4.075 16.348 -0.01 -0.013 0.005
Si -6.787 6.772 16.334 0.005 -0.006 0.005
Si 6.816 9.512 16.271 0.006 0.011 -0.003
Si -6.812 -4.089 16.273 -0.008 0 -0.002
Si -4.093 -1.359 16.284 0.004 0.004 -0.001
Si -1.356 1.376 16.335 0.022 -0.016 -0.004
Si -4.075 4.088 16.364 0.005 0.011 0.005
Si -1.375 6.792 16.328 -0.015 -0.007 0.011
Si -4.085 9.488 16.31 -0.019 0.018 0.01
Si -1.367 -4.09 16.276 0.011 -0.015 0.015
Si 2.725 0.056 17.711 0.005 -0.014 0.028
Si 5.476 2.714 17.729 -0.011 0.026 -0.01
Si 2.764 5.375 17.689 0.005 -0.003 0.023
Si 5.419 8.189 17.609 -0.001 -0.017 -0.007
Si 2.721 -5.454 17.603 0.004 0.001 0.001
Si 5.46 -2.691 17.623 0 -0.017 0.032
Si 8.128 0.024 17.725 -0.027 0.019 0.013
Si -5.481 2.74 17.692 -0.005 0.004 0.033
Si 8.163 5.44 17.716 0.016 -0.014 0.013
Si -5.406 8.1 17.696 -0.002 -0.002 0.017
Si 8.186 10.846 17.634 -0.028 0.012 0.029
Si -5.475 -2.714 17.617 0.02 -0.022 0.014
Si -2.734 -0.007 17.642 -0.014 0.012 0.009
Si -0.008 2.741 17.721 -0.012 -0.025 -0.009
Si -2.707 5.446 17.744 0.015 0.001 0
Si 0.017 -8.181 17.652 0.002 0.028 0.036
Si -2.74 -5.44 17.635 0.025 -0.017 0.026
Si 0.022 -2.736 17.604 -0.006 0.018 -0.007
Si 1.34 1.407 19.103 0.03 -0.009 -0.001
Si 4.151 4.062 19.119 -0.013 0.007 -0.023
Si 1.368 6.724 18.984 -0.039 -0.005 -0.035
Si 4.101 -6.753 18.977 0.024 0.016 0.002
Si 1.358 -4.12 18.95 -0.053 -0.014 -0.002
Si 4.169 -1.285 19.001 0.01 0.045 -0.029
Si 6.807 1.392 19.162 0.017 -0.024 0.022
Si -6.81 4.089 19.126 0.004 0.009 -0.025
Si 6.744 6.845 18.973 -0.008 -0.01 -0.021
Si -6.774 9.473 19.003 0.001 0.001 -0.027
Si 6.786 -4.117 18.942 -0.011 -0.01 -0.018
Si 9.484 -1.395 19.007 -0.006 -0.01 0.015
Si -4.124 1.339 18.991 -0.001 -0.02 -0.023
Si -1.352 4.092 19.124 0.01 0.011 0.01
Si -4.057 6.778 19.143 -0.019 0.039 0.03
Si -1.339 -6.774 18.976 0.011 0.014 -0.039
Si -4.14 -4.079 18.966 0.011 -0.005 -0.009
Si -1.347 -1.393 18.939 0.013 -0.028 -0.033
Si -0.079 -0.028 20.352 -0.021 0.029 0.038
Si 2.786 2.707 20.506 -0.002 -0.04 0.02
Si 0.074 5.403 20.496 0.05 -0.025 0.081
Si 2.718 8.179 20.217 -0.003 -0.013 0.007
Si -0.048 -5.364 20.374 -0.028 0 0.052
Si 2.787 -2.754 20.165 0.026 -0.028 -0.003
Si 5.501 0.004 20.555 -0.025 -0.039 0.067
Si 8.14 2.758 20.563 0.016 0.01 0.054
Si 5.472 5.539 20.444 -0.026 -0.008 0.053
Si 8.072 8.198 20.321 0.004 0.055 0.036
Si 5.436 -5.41 20.387 0.028 0.014 0.038
Si 8.155 -2.816 20.315 -0.017 -0.032 0.055
Si -5.497 -0.037 20.347 0.005 0.046 0.027
Si -2.812 2.728 20.376 -0.015 0.017 0.042
Si -5.447 5.443 20.538 0.004 -0.004 0.043
Si -2.615 -8.143 20.401 0.026 0.001 0.072
Si -5.404 -5.501 20.358 0 0.015 0.049
Si -2.747 -2.721 20.269 -0.041 0.002 0.038
Si 1.551 -1.315 21.441 -0.338 -0.097 -0.676
Si 3.747 0.98 21.853 0.477 0.413 -0.612
Si 1.802 4.394 21.811 -0.329 -0.217 -0.726
Si 3.891 6.799 21.679 0.277 0.169 -0.747
Si 1.168 -6.994 21.493 -0.03 0.154 -0.82
Si 4.31 -3.754 21.624 -0.029 -0.235 -0.765
Si 6.666 -1.694 21.72 0.1 0.237 -0.808
Si -6.601 1.467 21.768 -0.257 -0.123 -0.774
Si 7.058 4.472 21.824 -0.138 -0.162 -0.789
Si -7.097 6.71 21.662 0.208 -0.013 -0.737
Si 7.001 -6.547 21.729 -0.226 -0.139 -0.758
Si 9.291 -4.403 21.623 0.102 0.103 -0.81
Si -3.898 -1.189 21.601 -0.215 -0.171 -0.721
Si -1.737 1.1 21.614 0.249 0.112 -0.697
Si -4.396 3.725 21.815 0.113 0.283 -0.794
Si -0.982 7.087 21.723 -0.199 -0.121 -0.813
Si -3.743 -6.544 21.679 -0.087 -0.056 -0.807
Si -1.653 -4.199 21.703 0.191 0.031 -0.754
Si 7.58 -2.595 -1.899 -0.111 -0.078 -0.137
Si 0.707 -5.498 25.809 -0.045 0.007 -0.078
Si -4.534 5.549 -4.948 0.033 -0.075 0.12
Si -2.33 -7.543 -2.634 -0.012 -0.097 0.043
Si -0.242 -2.171 23.673 -0.035 -0.143 -0.139
Si 6.107 2.953 -2.704 -0.047 0.136 0.048
Si -7.683 -0.576 23.953 0.069 -0.077 -0.181
Si -5.965 -5.571 -2.322 0.067 -0.016 0.046
Si 2.86 -2.472 -6.163 0.024 0.101 0.059
Si -1.608 6.662 24.747 0.147 0.085 -0.113
Si -6.297 2.607 -2.403 0.09 -0.091 -0.057
Si 2.604 1.086 24.612 0.135 -0.026 -0.103
Si -0.328 6.986 -2.451 -0.026 0.05 0.026
Si 4.855 -6.133 -5.121 0.026 0.032 0.119
Si -3.864 -5.65 -4.337 -0.044 -0.137 0.068
Si -1.7 -4.828 -6.035 0.137 0.008 0.001
Si 4.417 -0.469 -4.642 -0.072 0.028 -0.004
Si 4.339 5.045 -4.236 -0.12 0.031 0.144
Si -1.923 6.655 -4.68 -0.025 0.059 0.113
Si -5.288 7.959 23.742 -0.037 0.019 -0.132
Si 6.171 7.485 -4.688 -0.079 -0.096 0.076
Si -4.008 5.128 24.518 -0.132 -0.04 -0.108
Si 3.49 1.31 -2.426 -0.083 -0.037 -0.076
Si 5.709 4.302 24.661 -0.09 0.041 -0.003
Si 2.844 -5.472 23.72 0.039 -0.005 -0.022
Si 2.481 0.431 -6.602 0.078 -0.081 -0.004
Si -5.508 5.348 -1.917 0.081 0.04 0.007
Si 2.578 3.936 24.684 -0.02 -0.055 -0.187
Si -7.872 -7.03 -4.297 0.044 -0.036 -0.038
Si 2.382 7.99 -2.012 0.021 -0.022 0.083
Si 0.135 0.337 -5.016 -0.021 -0.032 0.047
Si -0.425 0.773 24.101 0.021 0.033 0.097
Si 0.772 -4.034 -4.403 -0.053 0.002 0.079
Si -0.83 2.445 -2.93 0.118 0.119 0.197
Si 7.154 0.838 -4.606 -0.124 -0.104 -0.043
Si -3.588 -4.227 25.934 0.088 -0.056 -0.046
Si 5.052 -7.618 23.963 -0.023 -0.038 -0.223
Si -2.434 -2.377 -2.098 0.048 -0.154 0.1
Si -3.828 -1.097 -4.267 0.042 0.071 0.047
Si -1.859 -6.793 25.75 0.015 0.116 -0.058
Si 1.994 -6.784 -4.625 -0.023 0.009 0.035
Si 5.758 -5.085 -2.203 -0.04 0.087 0.084
Si 7.185 -5.266 -6.517 0.048 0.043 -0.003
Si -3.627 1.793 -3.469 -0.023 0.016 -0.04
Si -5.39 -7.936 -5.933 -0.079 0.162 0.023
Si -0.399 -7.658 -6.364 0.061 -0.067 0.03
Si 1.901 3.726 -2.76 -0.031 0.033 -0.018
Si -2.21 -0.693 -6.887 -0.07 0.006 0.05
Si -7.667 -2.523 -6.925 -0.118 -0.058 -0.061
Si 0.404 -1.599 -2.673 -0.013 -0.007 -0.03
Si -5.48 -2.753 23.832 0.033 0.075 -0.061
Si -7.038 -1.322 -4.19 0.056 -0.004 0.068
Si -5.677 2.772 -5.27 0.125 -0.051 0.087
Si 7.423 5.629 -6.876 -0.043 0.013 0.013
Si 1.337 -1.381 5.501 0.005 0.011 0.018
Si 4.095 1.354 5.466 0.015 -0.005 0.008
Si 1.379 4.085 5.498 -0.008 -0.008 0.005
Si 4.092 6.823 5.461 0.001 -0.017 -0.006
Si 1.34 9.547 5.441 -0.015 -0.009 -0.012
Si 4.08 12.189 5.484 -0.008 -0.007 0.001
Si 6.807 -1.349 5.446 -0.015 -0.008 0.001
Si 9.52 1.376 5.395 -0.006 0.004 -0.022
Si 6.828 4.089 5.449 0.011 -0.005 0.002
Si -6.808 6.79 5.429 -0.007 0.004 -0.007
Si 6.814 9.513 5.407 -0.013 0.005 -0.019
Si -6.795 -4.077 5.432 -0.003 0.016 -0.005
Si -4.097 -1.365 5.387 0.02 0.018 -0.017
Si -1.402 1.326 5.499 0.013 0.004 0.003
Si -4.1 4.085 5.437 0.004 0.011 0.007
Si -1.359 6.814 5.451 0.015 -0.006 0.001
Si -4.081 -6.782 5.473 -0.009 0.002 -0.01
Si -1.383 -4.065 5.411 0.004 0.02 -0.022
Si 2.717 -0.001 6.82 -0.017 -0.003 -0.007
Si 5.457 2.729 6.806 -0.003 -0.002 -0.009
Si 2.746 5.449 6.83 0.008 -0.005 0.001
Si 5.459 8.175 6.805 -0.004 -0.014 0.002
Si 2.706 10.861 6.836 0.016 0.004 0.008
Si 5.437 -2.719 6.798 -0.011 0.011 -0.008
Si 8.178 0.013 6.785 -0.001 -0.016 0.004
Si -5.452 2.718 6.79 0.013 -0.002 -0.002
Si -8.15 5.445 6.814 0.002 -0.004 0.005
Si -5.45 -8.166 6.794 0.008 0.004 0.001
Si -8.161 -5.443 6.782 0.011 0.002 -0.003
Si -5.436 -2.714 6.782 -0.002 -0.011 0.001
Si -2.764 -0.035 6.819 0.001 0.014 0.004
Si -0.013 2.711 6.816 -0.008 0.013 -0.011
Si -2.732 5.447 6.793 -0.007 0.002 -0.001
Si 0.001 8.172 6.808 0 -0.006 -0.004
Si -2.719 -5.415 6.807 -0.007 -0.006 0.006
Si -0.028 -2.744 6.826 0.02 0 -0.003
Si 1.355 1.361 8.173 0.026 0.005 -0.001
Si 4.1 4.082 8.176 -0.002 0.011 0.006
Si 1.363 6.806 8.168 -0.01 -0.01 -0.002
Si 4.084 9.509 8.176 -0.023 -0.005 0
Si 1.35 -4.087 8.181 0 0.002 -0.002
Si 4.077 -1.367 8.167 0.003 0.008 -0.002
Si 6.814 1.361 8.155 0 0.009 -0.001
Si -6.795 4.078 8.163 0.006 0.01 0.01
Si 6.804 6.804 8.165 -0.002 0.002 0.001
Si -6.807 -6.802 8.151 -0.011 -0.013 0.003
Si 6.803 -4.08 8.151 -0.001 -0.007 -0.009
Si -6.792 -1.353 8.148 0.02 0.008 0
Si -4.102 1.355 8.162 -0.01 -0.022 0.005
Si -1.375 4.08 8.159 -0.005 -0.014 -0.005
Si -4.085 6.803 8.157 0.006 0.004 0.004
Si -1.36 -6.787 8.163 0.02 0.012 -0.001
Si -4.087 -4.068 8.161 0.007 0.012 0.011
Si -1.381 -1.373 8.175 -0.011 -0.015 0.007
Si -0.011 -0.004 9.522 -0.001 -0.002 -0.001
Si 2.723 2.722 9.522 -0.012 -0.002 -0.007
Si -0.004 5.437 9.515 0.001 0.005 -0.002
Si 2.724 8.153 9.535 0.026 -0.005 0.007
Si -0.003 -5.445 9.539 0.012 -0.002 0.003
Si 2.714 -2.721 9.527 -0.015 0.005 -0.002
Si 5.445 0.002 9.511 -0.004 -0.006 -0.006
Si -8.156 2.721 9.522 0 -0.006 0.003
Si 5.451 5.444 9.532 0.004 -0.003 0.008
Si -8.157 -8.159 9.522 0 0.003 0.001
Si 5.443 -5.436 9.52 -0.011 0.006 -0.004
Si -8.154 -2.718 9.506 -0.002 0.003 -0.007
Si -5.449 -0.001 9.53 -0.004 0.002 0.009
Si -2.73 2.714 9.517 0 0.01 -0.001
Si -5.435 5.436 9.52 0.008 -0.003 0.002
Si -2.722 -8.157 9.511 -0.007 -0.005 -0.003
Si -5.445 -5.441 9.51 0.004 0.002 0
Si -2.732 -2.723 9.539 0.008 0.001 0.008
Si 1.354 -1.359 10.881 0.015 -0.001 0.001
Si 4.084 1.361 10.874 -0.004 0.006 -0.001
Si 1.357 4.078 10.878 0.008 0.001 0
Si 4.084 6.794 10.892 -0.02 -0.005 0.004
Si 1.363 9.515 10.889 -0.01 0.004 0
Si 4.079 -4.08 10.88 0.003 0.007 0.001
Si 6.805 -1.356 10.867 -0.002 0 -0.004
Si -6.804 1.363 10.887 0.002 -0.006 0.003
Si -9.512 4.079 10.885 0.003 0.003 0.001
Si -6.798 -9.527 10.877 -0.001 0.004 0
Si -9.518 -6.8 10.879 -0.001 -0.007 -0.005
Si -6.8 -4.079 10.871 -0.003 -0.001 -0.004
Si -4.084 -1.353 10.893 0.009 -0.01 0.001
Si -1.367 1.362 10.883 -0.003 0.002 -0.001
Si -4.08 4.076 10.883 -0.002 -0.003 0
Si -1.366 6.796 10.871 0.004 0.007 -0.007
Si -4.084 -6.803 10.87 0.004 0.002 -0.004
Si -1.366 -4.082 10.89 -0.003 0.007 0.002
Si 2.72 0.006 12.231 -0.008 -0.004 -0.005
Si 5.439 2.723 12.237 -0.003 -0.007 -0.001
Si 2.72 5.429 12.242 0 0.005 0
Si 5.451 8.155 12.244 0.001 0.01 0
Si 2.723 10.879 12.243 0.001 0 0.003
Si 5.442 -2.71 12.226 -0.003 0 -0.003
Si 8.152 0.005 12.238 0 -0.002 0
Si -5.44 2.72 12.245 -0.001 0.004 -0.004
Si -8.149 5.432 12.245 -0.002 0.002 0.001
Si -5.436 -8.169 12.231 0.001 0.001 -0.009
Si -8.157 -5.44 12.235 -0.005 0 0.003
Si -5.443 -2.723 12.237 0.004 0.013 0
Si -2.725 0.011 12.253 0 -0.005 0.003
Si -0.003 2.721 12.243 0.007 -0.001 -0.004
Si -2.716 5.434 12.24 0.002 -0.001 -0.007
Si -0.004 8.147 12.233 0.007 -0.013 -0.002
Si -2.725 -5.45 12.235 0.003 0.002 0
Si -0.005 -2.716 12.242 -0.004 -0.004 -0.001
Si 1.365 1.363 13.598 0.014 -0.009 -0.001
Si 4.085 4.079 13.605 -0.02 0.007 -0.001
Si 1.347 6.78 13.592 0.001 0.013 -0.008
Si 4.087 9.515 13.595 0.002 -0.005 0.004
Si 1.359 -4.076 13.595 -0.001 0.006 0.004
Si 4.089 -1.344 13.587 -0.006 0 -0.002
Si 6.793 1.367 13.6 -0.004 0 -0.006
Si -6.794 4.074 13.613 0.016 -0.01 -0.001
Si 6.809 6.786 13.602 0.01 -0.012 -0.001
Si -6.797 -6.813 13.586 -0.001 0.002 -0.005
Si 6.8 -4.069 13.581 -0.017 0.013 0.001
Si 9.522 -1.35 13.587 -0.006 -0.007 -0.008
Si -4.084 1.373 13.617 -0.001 -0.001 0.005
Si -1.36 4.079 13.611 -0.002 0.006 0.001
Si -4.083 6.789 13.595 -0.004 0.005 -0.005
Si -1.364 9.504 13.588 0.002 0 -0.002
Si -4.085 -4.092 13.589 0.006 -0.006 -0.001
Si -1.355 -1.347 13.604 0.007 0 0.003
Si 0.007 0.016 14.969 0.002 0.004 0.002
Si 2.725 2.72 14.962 -0.004 -0.009 -0.005
Si 0 5.432 14.979 0.016 0.011 0
Si 2.724 8.131 14.928 -0.021 -0.011 -0.009
Si 0.001 -5.457 14.937 -0.013 -0.002 0.003
Si 2.723 -2.698 14.936 0.001 0.01 -0.007
Si 5.433 0.019 14.964 -0.014 -0.007 -0.002
Si 8.152 2.719 14.964 -0.001 0.009 -0.006
Si 5.453 5.428 14.971 0.003 0.002 0.003
Si 8.182 8.135 14.951 -0.006 0.006 -0.005
Si 5.446 10.891 14.94 0.015 0.002 0.008
Si 8.16 -2.705 14.935 0.005 0.002 0.003
Si -5.462 0.016 14.962 0.008 -0.008 -0.002
Si -2.723 2.733 14.982 -0.003 -0.005 0.001
Si -5.426 5.428 14.971 -0.009 0 -0.001
Si -2.722 8.143 14.949 0.01 0.002 0.002
Si -5.439 -5.461 14.946 -0.005 -0.001 0.005
Si -2.726 -2.72 14.933 -0.006 0.005 0.001
O -6.52 -1.63 24.377 0.193 -0.022 0.462
O 2.838 -0.056 25.718 0.059 -0.406 -0.161
O 2.704 -0.251 21.819 -0.161 -0.214 -0.088
O -8.121 5.573 22.25 0.233 -0.228 0.379
O -3.267 0.212 -3.45 0.013 -0.206 0.204
O 6.007 -0.308 -4.464 0.129 -0.278 0.273
O 2.075 -1.14 -6.654 -0.186 -0.277 -0.189
O -2.216 8.134 25.02 -0.411 0.107 -0.223
O -0.056 -5.434 -0.476 0.108 -0.133 -0.274
O 1.974 -6.383 22.738 0.161 -0.183 0.221
O -5.126 -6.458 -1.275 -0.092 -0.06 0.045
O -6.631 7.68 22.893 -0.301 0.365 0.107
O -4.351 -7.303 22.978 0.005 0.001 0.339
O 2.788 5.671 22.081 0.02 0.145 0.185
O -4.618 6.509 23.935 0.224 -0.258 -0.191
O 0.105 5.198 0.1 0.013 -0.223 -0.314
O -2.714 -5.361 22.21 -0.081 0.045 0.42
O 4.38 7.523 23.061 -0.097 -0.016 0.213
O 4.544 -4.505 -1.301 -0.133 0.019 -0.356
O 1.799 -4.874 24.795 -0.091 0.589 0.127
O 2.614 -7.783 -3.507 0.226 -0.169 -0.216
O -8.154 -5.475 22.151 0.169 0.155 0.457
O -7.481 -2.325 -5.354 -0.007 -0.298 0.157
O -0.742 1.677 -1.487 0.464 -0.536 -0.231
O 4.029 -1.968 -5.131 0.126 -0.591 0.149
O -6.3 6.637 -1.369 -0.031 0.328 -0.391
O -4.372 -1.974 22.95 0.026 -0.275 0.331
O -5.494 2.582 22.221 0.118 -0.109 0.513
O 5.355 5.505 -0.498 -0.018 0.012 -0.45
O 6.23 3.142 25.648 0.229 -0.381 -0.477
O -3.552 -1.786 -1.115 -0.032 -0.262 -0.338
O -2.911 0.036 22.031 -0.01 0.15 0.226
O -2.395 2.815 -3.197 -0.357 0.363 0.155
O 1.922 -7.058 -1.15 -0.077 0.196 -0.252
O -7.116 1.583 -1.462 -0.632 -0.093 -0.163
O 1.026 -7.656 -5.588 0.079 -0.192 -0.036
O -4.225 4.977 -1.012 0.285 0.21 -0.011
O 7.106 1.958 -3.455 0.61 -0.172 0.121
O 1.176 0.809 23.905 0.084 -0.039 -0.27
O -6.644 2.7 -3.973 -0.65 0.131 -0.185
O 0.124 -2.457 25.213 0.556 0.05 0.135
O 6.468 -6.272 -1.356 0.085 -0.306 -0.06
O -7.12 -6.477 -2.98 -0.27 -0.246 0.189
O -8.16 -8.099 -0.452 -0.217 0.252 -0.253
O -2.805 7.621 -3.687 -0.529 -0.165 -0.099
O -5.441 -0.091 -0.4 -0.077 -0.075 -0.324
O -1.453 6.473 23.152 0.003 -0.37 -0.147
O -2.63 2.94 -0.304 0.058 -0.055 -0.187
O 5.384 -7.638 -5.438 -0.104 -0.203 -0.303
O -7.094 0.68 23.111 0.158 0.054 0.496
O -6.513 4.088 -1.799 -0.507 0.09 0.444
O -4.737 -3.652 24.953 -0.115 -0.111 -0.03
O -7.737 0.106 -4.482 0.3 0.404 -0.133
O 2.822 -2.768 -0.376 -0.047 -0.151 -0.159
O -7.58 -1.994 -2.828 0.278 -0.311 -0.053
O 0.766 -0.76 -4.003 0.249 0.112 0.013
O -1.24 -6.361 -5.931 -0.464 0.052 0.128
O -1.39 6.459 -1.353 -0.543 -0.106 -0.229
O 5.24 0.122 -0.092 0.068 0.211 -0.197
O 1.136 -5.557 -4.007 -0.424 0.08 0.625
O -3.153 -2.4 -3.552 0.137 -0.508 -0.313
O 0.691 -3.154 -3.046 0.266 -0.251 0.396
O -0.595 1.421 -4.125 -0.178 -0.047 -0.245
O 1.891 4.997 25.663 0.366 0.359 0.289
O 1.657 3.814 23.337 -0.234 -0.433 0.088
O -2.927 -7.692 -1.126 0.443 -0.375 -0.078
O -0.614 6.205 -3.832 0.356 -0.502 -0.097
O -3.393 -1.044 -5.828 -0.463 -0.307 -0.292
O 3.889 0.561 -5.799 0.27 0.478 -0.138
O -5.439 -1.133 -4.143 -0.235 0.048 -0.195
O -2.245 -3.374 25.686 -0.235 0.373 -0.183
O -8.162 -2.858 -0.391 -0.229 0.207 0.501
O 4.112 4.33 24.417 0.022 0.126 -0.281
O -1.141 -1.423 -2.233 -0.234 0.59 0.282
O 1.279 1.144 -5.82 0.007 0.566 -0.103
O 3.689 -0.068 -3.245 -0.215 -0.388 0.26
O -0.274 6.371 25.605 0.136 0.498 0.171
O -1.148 -3.344 23.007 -0.018 -0.009 0.394
O 2.978 1.156 -0.908 -0.835 -0.019 0.291
O 6.391 4.005 23.229 -0.213 -0.277 0.107
O -1.338 7.395 -5.991 -0.152 -0.177 -0.501
O -0.531 -6.183 25.011 -0.024 0.215 -0.714
O -6.515 -4.358 -1.434 0.046 0.331 -0.245
O 1.211 6.861 -2.017 0.245 -0.316 -0.144
O 2.074 3.921 -1.161 0.43 -0.288 0.124
O 1.244 -1.076 -1.402 0.145 0.566 -0.232
O 6.51 -1.442 -1.534 -0.165 0.333 -0.294
O 6.158 5.691 25.34 0.49 0.347 0.04
O -8.083 4.302 -6.432 -0.008 0.016 0.437
O -3.134 -5.783 25.706 -0.362 -0.378 -0.117
O -6.526 2.182 -6.506 -0.026 -0.586 -0.051
O 6.335 -7.085 23.119 0.283 -0.097 0.441
O -0.708 -7.74 -2.597 0.325 0.36 0.279
O -3.768 4.165 23.254 0.333 -0.312 0.193
O 4.886 2.065 -2.182 0.172 -0.18 0.212
O 7.881 -5.756 -5.133 0.22 0.323 0.192
O -4.308 1.987 -4.935 0.327 -0.257 -0.535
O 3.679 7.312 -1.342 -0.038 0.051 -0.18
O 2.884 4.825 -3.496 -0.197 0.375 0.146
O 3.265 -6.147 -5.401 -0.038 0.393 -0.499
O -4.955 6.861 -5.75 0.197 -0.254 -0.535
O -6.876 -7.788 -5.321 -0.257 -0.254 -0.2
O 7.799 -3.89 -7.092 -0.246 0.011 -0.279
O 6.868 1.611 -5.987 0.187 0.221 -0.014
O -2.628 5.521 25.238 -0.011 -0.389 0.774
O 3.785 1.249 23.485 0.478 0.138 0.389
O -6.337 -3.78 22.943 -0.007 -0.236 0.361
O 5.461 -2.715 22.157 0.24 -0.159 0.461
O -3.159 -4.639 -5.362 -0.353 0.477 -0.11
O 3.536 -4.241 22.961 -0.261 0.144 0.343
O -5.64 -7.683 25.157 -0.242 0.769 0.151
O -4.43 -6.919 -5.142 0.255 0.142 -0.018
O 7.962 -0.026 25.298 -0.231 0.374 -0.274
O -0.953 -0.719 23.728 -0.299 -0.015 0.146
O 2.456 2.266 -3.212 0.016 -0.271 -0.351
O -5.236 4.282 -5.636 -0.122 0.137 -0.441
O 5.603 -5.13 -6.16 -0.426 0.461 -0.183
O 4.014 -6.424 24.295 -0.089 0.334 0.311
O -1.916 -3.784 -1.46 -0.002 -0.278 -0.471
O 7.475 -1.269 23.065 0.058 0.036 0.217
O -2.755 -6.126 -3.249 0.18 0.486 0.065
O 5.017 6.529 -4.039 -0.244 0.144 0.353
O -4.877 4.441 25.696 -0.427 -0.711 0.042
O 7.125 6.588 -5.635 0.443 0.026 -0.064
O -5.061 -4.951 -3.511 -0.034 0.502 -0.21
O 2.535 2.49 25.41 0.087 -0.034 0.795
O -0.881 -0.365 -6.042 0.101 -0.305 0.035
O -0.836 1.203 25.591 -0.121 -0.171 0.302
O 5.486 4.048 -3.699 0.283 -0.001 -0.376
O 5.171 -5.673 -3.589 -0.053 -0.06 0.022
O 6.85 -3.911 -2.501 -0.041 -0.134 -0.193
O 1.914 -3.487 -5.39 0.322 -0.327 -0.276
O 0.279 3.648 -3.024 -0.36 0.623 -0.028
O -1.122 1.734 22.998 0.065 0.56 0.057
O -2.912 5.439 -5.055 0.18 -0.315 -0.173
O 6.871 3.63 -1.451 0.56 -0.015 -0.261
O -4.728 2.169 -2.333 0.214 0.188 0.583
O -5.031 5.618 -3.417 0.058 0.302 -0.11
O 5.495 -8.154 25.411 -0.088 0.381 0.381
O 1.107 -2.082 22.806 0.297 -0.302 0.13
O 0.117 -8.085 22.106 -0.009 -0.048 0.218
O 4.104 4.719 -5.801 -0.354 0.039 -0.141
O -0.628 -3.933 -5.219 -0.317 0.66 -0.18
O 7.274 -8.042 -3.776 -0.009 -0.005 0.461

Results
total energy: -101654.159 eV
total energy less fixed offsets of O -438.25, Si -107.07 eV per atom: -0.959 eV
